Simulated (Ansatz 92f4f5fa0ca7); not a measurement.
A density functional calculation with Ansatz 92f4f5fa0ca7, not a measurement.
Periodic cell of 216 atoms, Si132O76H8, from a study of silicon, its oxide and their interface. The atomic structure is a simulated model.
This geometry differs little from another in the collection (a relaxation step or a small displacement).

Settings: functional r2SCAN; potential files Ansatz PAW; basis plane waves; wave-function cutoff 800 eV; density cutoff ratio 5; exchange-correlation grid ratio 1; k mesh 1 x 1 x 1, Gamma-centred; self-consistency stop 5e-08 eV per atom in the density residual; occupations fixed; spin none; net charge 0.

Cell vectors (angstrom)
a  10.938  0  0
b  0  10.938  0
c  0  0  31.5529

Atoms: element, x, y, z (angstrom)
Si  10.381  0.452  24.1978
Si  6.0464  10.5247  24.2452
Si  2.1721  3.1554  24.2399
Si  8.7228  2.2193  24.2233
Si  0.5179  4.9276  24.1919
Si  4.7424  5.6741  23.9657
Si  3.3568  7.7204  24.1187
Si  7.6247  8.6668  24.1628
Si  1.2597  1.3459  25.4217
Si  6.9343  1.3435  25.5009
Si  3.9714  4.0673  25.4698
Si  9.6487  4.0349  25.4173
Si  1.4452  6.821  25.2875
Si  6.7004  6.7243  25.1939
Si  4.2003  9.5282  25.395
Si  9.4723  9.5533  25.3886
Si  2.7408  -0.0242  26.7072
Si  8.2306  -0.0308  26.8654
Si  0.0058  2.7174  26.856
Si  5.4707  2.7314  26.7458
Si  2.7114  5.511  26.82
Si  8.1859  5.4621  26.6589
Si  0.0153  8.1863  26.6775
Si  5.5124  8.1376  26.7726
Si  4.1018  1.3673  28.1347
Si  9.5708  1.3673  28.1347
Si  1.3673  4.1018  28.1347
Si  6.8362  4.1018  28.1347
Si  4.1018  6.8362  28.1347
Si  9.5708  6.8362  28.1347
Si  1.3673  9.5708  28.1347
Si  6.8362  9.5708  28.1347
Si  0  0  29.5019
Si  5.469  0  29.5019
Si  2.7345  2.7345  29.5019
Si  8.2035  2.7345  29.5019
Si  0  5.469  29.5019
Si  5.469  5.469  29.5019
Si  2.7345  8.2035  29.5019
Si  8.2035  8.2035  29.5019
Si  1.3673  1.3673  30.8692
Si  6.8362  1.3673  30.8692
Si  4.1018  4.1018  30.8692
Si  9.5708  4.1018  30.8692
Si  1.3673  6.8362  30.8692
Si  6.8362  6.8362  30.8692
Si  4.1018  9.5708  30.8692
Si  9.5708  9.5708  30.8692
Si  2.7345  0  0.6835
Si  8.2035  0  0.6835
Si  0  2.7345  0.6835
Si  5.469  2.7345  0.6835
Si  2.7345  5.469  0.6835
Si  8.2035  5.469  0.6835
Si  0  8.2035  0.6835
Si  5.469  8.2035  0.6835
Si  4.1018  1.3673  2.0507
Si  9.5708  1.3673  2.0507
Si  1.3673  4.1018  2.0507
Si  6.8362  4.1018  2.0507
Si  4.1018  6.8362  2.0507
Si  9.5708  6.8362  2.0507
Si  1.3673  9.5708  2.0507
Si  6.8362  9.5708  2.0507
Si  0  0  3.418
Si  5.469  0  3.418
Si  2.7345  2.7345  3.418
Si  8.2035  2.7345  3.418
Si  0  5.469  3.418
Si  5.469  5.469  3.418
Si  2.7345  8.2035  3.418
Si  8.2035  8.2035  3.418
Si  1.3514  1.3756  4.8553
Si  6.8224  1.3575  4.7349
Si  4.1121  4.1153  4.8335
Si  9.592  4.1071  4.7286
Si  1.3539  6.8433  4.6929
Si  6.8421  6.8566  4.8694
Si  4.0791  9.617  4.715
Si  9.5468  9.5805  4.8793
Si  2.7815  0.0028  6.1855
Si  8.1047  0.0612  6.2278
Si  -0.0278  2.8038  6.1927
Si  5.5271  2.7173  6.1572
Si  2.7038  5.5576  6.1015
Si  8.3076  5.4384  6.1741
Si  0.0681  8.1489  6.1514
Si  5.3996  8.3265  6.1402
Si  4.4196  1.1229  7.5123
Si  9.0662  1.8957  7.3824
Si  1.0719  4.5204  7.4377
Si  7.3643  3.621  7.3587
Si  3.599  7.3725  7.33
Si  10.1377  6.3384  7.4233
Si  1.8829  9.0836  7.351
Si  6.2352  10.1221  7.4691
H  1.5111  9.4306  8.763
H  3.9572  6.9782  8.7297
H  6.994  3.9739  8.7676
H  9.4121  1.5541  8.803
O  3.7256  1.9112  8.852
O  6.6919  9.353  8.8683
O  9.5165  6.9619  8.8341
O  1.8889  3.9559  8.8021
H  8.3309  2.5708  22.8174
H  10.7608  0.1263  22.7811
H  0.1306  5.1986  22.7725
H  2.5689  2.7861  22.8403
O  3.409  8.4461  22.6079
O  4.5057  4.9125  22.4454
O  5.9902  0.2246  22.7102
O  7.9114  8.4642  22.5442
Si  9.5214  -0.1247  17.0039
Si  4.7185  3.9617  21.1006
Si  5.5219  -0.0895  17.1674
Si  10.681  2.2761  15.5155
Si  9.2003  2.3447  12.6685
Si  1.4486  7.8724  11.7839
Si  8.7282  9.6655  14.3719
Si  8.9144  4.3937  16.9135
Si  8.886  6.4459  14.6181
Si  1.7783  6.0136  16.4827
Si  6.8293  0.2227  12.6209
Si  2.4694  2.6191  19.0949
Si  7.7588  10.7378  19.3109
Si  5.1667  2.4569  13.8747
Si  0.2103  4.5283  18.8339
Si  0.6255  10.4678  13.4021
Si  3.033  8.098  21.0653
Si  5.02  4.6568  11.5691
Si  3.5182  -0.1671  19.5258
Si  4.9234  6.073  16.8489
Si  5.8696  1.0396  21.3242
Si  8.2116  8.085  21.0071
Si  7.9709  5.2319  12.1377
Si  2.7971  2.1177  15.9909
Si  9.5257  7.3432  10.4049
Si  6.8452  9.0666  10.4507
Si  2.2812  10.0267  15.9671
Si  4.7806  8.5745  15.0747
Si  0.5158  8.5204  17.543
Si  5.6181  6.5104  19.8194
Si  6.2043  3.0937  16.4167
Si  0.2182  7.043  20.3758
Si  0.9978  2.4234  12.0955
Si  0.8613  5.3447  13.6503
Si  2.994  3.129  9.6908
Si  4.4802  7.6516  12.0009
O  10.2784  5.7928  14.0567
O  4.8972  3.4487  12.6393
O  4.2367  7.188  20.4102
O  9.0868  6.005  11.2351
O  3.8788  2.6095  14.8726
O  6.5097  10.4963  11.1753
O  1.3419  2.5008  15.3909
O  0.3919  7.8336  18.9792
O  6.9882  7.1494  20.4429
O  9.941  10.2297  13.4131
O  7.6307  3.4165  17.1255
O  1.0324  10.1954  14.9483
O  0.1445  7.7691  10.7709
O  8.0037  1.3117  12.3652
O  1.2216  0.9864  12.9058
O  0.9016  3.0961  19.2056
O  5.7045  1.5707  16.9345
O  1.0942  5.0753  17.598
O  3.0411  0.5124  15.9916
O  4.1895  10.5169  18.0641
O  5.5449  2.6247  21.5582
O  4.7782  8.448  13.4243
O  5.3095  4.4779  16.6433
O  8.9552  0.4542  18.4186
O  1.6957  9.643  17.4437
O  4.4473  6.0306  12.2316
O  3.2119  8.8042  15.4519
O  1.2873  9.3066  12.5102
O  9.5655  4.5797  18.4021
O  2.9869  2.7345  17.5122
O  10.5529  1.0479  16.5648
O  6.6869  10.2984  18.167
O  4.6728  0.3169  20.5347
O  6.4361  2.9382  14.798
O  10.0594  3.658  16.0469
O  2.85  9.4277  20.1443
O  8.5591  5.7871  16.1024
O  4.1571  4.1687  10.2565
O  8.3836  8.5041  10.7078
O  7.2178  0.8925  20.3982
O  7.3489  9.9175  13.5467
O  8.9438  8.0791  14.7164
O  3.4149  3.4704  20.1699
O  9.8826  2.0044  14.122
O  1.428  6.5117  12.674
O  8.5801  3.8228  12.63
O  5.7079  8.003  10.9715
O  7.7094  6.0869  13.5205
O  10.0793  9.3067  17.25
O  8.2963  9.4198  20.0863
O  0.3067  5.4367  20.1692
O  0.8637  7.3772  16.4255
O  1.0013  3.8619  12.9407
O  8.5226  10.5712  15.7296
O  2.152  2.4896  10.9543
O  9.6965  7.3838  21.0103
O  5.6243  4.9028  20.1209
O  3.0233  7.9883  11.278
O  10.3933  2.2649  11.5361
O  1.7822  5.3449  15.002
O  3.3047  6.2072  16.9972
O  5.3405  7.1317  15.6486
O  5.525  9.8796  15.8134
O  5.6379  6.662  18.1956
O  6.6115  4.9488  11.2644
O  5.5112  0.9651  13.2714
O  2.4178  1.0325  19.47
O  1.5529  7.4072  21.2372

Results
free energy: -127905.142 eV
free energy less fixed offsets of H -15.71, O -570.45, Si -639.56 eV per atom: -3.342 eV

Forces (eV/angstrom), in the order of the atoms: element, x, y, z
Si  0.0337  -0.0394  -0.0999
Si  -0.0106  0.1454  -0.3574
Si  0.0587  -0.0422  -0.1052
Si  -0.0646  0.0355  -0.1019
Si  -0.0477  0.044  -0.1263
Si  -0.0575  -0.1268  -0.2935
Si  -0.007  0.1789  -0.3624
Si  0.0716  -0.0179  -0.4059
Si  -0.032  0.0515  0.0205
Si  0.0286  -0.0655  -0.0092
Si  -0.0335  0.0512  -0.0249
Si  0.0361  -0.0414  0.0229
Si  0.0228  -0.0455  0.0193
Si  0.0172  0.066  0.0384
Si  0.0457  -0.054  0.0077
Si  -0.0381  0.0382  0.0169
Si  -0.005  -0.0097  0.0058
Si  -0.0038  0.0156  0.0325
Si  -0.0097  -0.0058  0.0279
Si  0.0004  -0.002  0.0147
Si  0.0095  -0.0223  0.033
Si  0.001  -0.0221  0.005
Si  -0.0082  0.0057  0.0086
Si  -0.0335  0.0209  0.0332
Si  -0.0795  -0.1283  -0.3862
Si  0.0954  -0.109  0.8099
Si  0.0182  0.1857  0.4891
Si  0.0388  0.1624  -0.4423
Si  0.1141  0.1043  0.3738
Si  -0.088  -0.0302  -0.7609
Si  -0.0252  -0.1234  -0.5215
Si  0.0252  -0.4749  0.4013
Si  -0.0544  0.0837  0.0363
Si  -0.1026  -0.1226  -0.0157
Si  0.0029  0.0876  0.0081
Si  0.0229  -0.0719  0.003
Si  -0.0191  -0.1307  0.0077
Si  -0.0285  0.0469  0.0084
Si  0.0562  -0.0031  -0.0013
Si  -0.0425  0.085  0.0327
Si  0.0322  -0.0808  -0.0243
Si  0.0061  0.0446  0.0044
Si  0.0806  -0.0329  -0.0205
Si  -0.0455  0.0589  0.0206
Si  -0.0333  0.0567  0.0075
Si  0.0396  -0.0588  -0.0207
Si  -0.0463  0.034  0.0274
Si  0.0696  -0.0633  -0.0137
Si  -0.0406  0.0859  0.0207
Si  0.0434  -0.0532  -0.0173
Si  0.0476  -0.0409  -0.0185
Si  -0.0956  0.0339  0.0203
Si  0.0204  -0.0677  -0.0104
Si  -0.059  0.0406  0.0128
Si  -0.0626  0.0735  0.0121
Si  0.0514  -0.0402  -0.019
Si  0.0705  -0.0361  -0.0148
Si  -0.0595  0.0275  -0.0102
Si  -0.0314  0.054  -0.0115
Si  0.0958  -0.0081  -0.0031
Si  0.0185  0.1059  -0.0066
Si  0.0556  -0.0627  -0.0112
Si  0.0416  -0.1012  -0.0313
Si  -0.0495  0.037  0.0016
Si  -0.1279  -0.0125  0.645
Si  -0.011  0.0864  -0.643
Si  -0.0131  0.0016  0.5399
Si  0.0274  -0.0446  -0.2798
Si  -0.0416  -0.0368  -0.7128
Si  0.14  0.1193  0.521
Si  -0.028  0.2057  -0.5681
Si  0.0103  0.0579  0.5843
Si  0.005  0.0055  -0.002
Si  -0.005  0.0025  -0.0205
Si  -0.0005  0.0039  -0.0036
Si  0.0016  0.0097  -0.0243
Si  0.0075  0.004  -0.0224
Si  0.0149  0.018  -0.0124
Si  0.0113  -0.0083  -0.0234
Si  -0.0076  -0.0155  -0.0117
Si  0.0235  -0.0359  -0.0211
Si  -0.0465  0.0574  -0.0154
Si  -0.0374  0.0235  -0.0212
Si  0.0223  -0.0324  -0.002
Si  -0.045  0.0257  -0.0023
Si  0.0481  -0.063  -0.011
Si  0.05  -0.0498  -0.0065
Si  -0.0618  0.0547  -0.0039
Si  -0.1531  0.1788  0.2313
Si  0.0386  -0.0443  0.1032
Si  0.1917  -0.1257  0.2652
Si  -0.0498  0.0459  0.1041
Si  0.0491  -0.0496  0.1098
Si  -0.1779  0.1858  0.3229
Si  -0.0539  0.0334  0.1086
Si  0.1529  -0.2362  0.3327
H  0.0395  -0.0394  -0.1464
H  -0.0326  0.0382  -0.1327
H  0.0365  -0.038  -0.1459
H  -0.0411  0.0359  -0.1572
O  -0.0382  0.1673  -0.0948
O  -0.0698  0.1097  0.1392
O  0.1639  -0.0413  0.1461
O  0.1177  -0.1091  -0.0749
H  0.034  -0.0433  0.152
H  -0.0425  0.0342  0.1568
H  0.0431  -0.0237  0.1513
H  -0.0302  0.0384  0.1385
O  -0.1236  -0.3206  -0.1475
O  0.1263  -0.0483  -0.0464
O  -0.0123  0.0694  -0.066
O  0.0096  -0.0405  -0.0691
Si  0.0042  0.032  0.0302
Si  0.1119  0.0344  -0.0366
Si  0.0215  -0.1171  0.1041
Si  0.0564  0.0645  0.0332
Si  -0.058  0.0145  -0.0348
Si  0.0572  0.0447  0.022
Si  -0.1134  0.0246  -0.0507
Si  0.0342  -0.048  0.0519
Si  -0.0426  0.0204  -0.0017
Si  0  -0.0725  0.0062
Si  -0.0103  -0.0635  -0.0604
Si  -0.1197  -0.0783  0.014
Si  0.0765  0.0106  -0.041
Si  -0.0068  0.05  -0.0415
Si  0.0207  -0.0059  0.0761
Si  0.0307  -0.1065  0.0227
Si  -0.0466  0.0468  0.0868
Si  -0.0055  0.0102  0.0294
Si  -0.0523  -0.0002  0.0077
Si  -0.0293  0.0782  0.049
Si  0.0119  -0.0363  0.0271
Si  0.0215  0.0361  0.0464
Si  0.0073  -0.0341  0.0079
Si  -0.001  0.0074  -0.1095
Si  -0.0055  -0.0567  -0.0593
Si  -0.0642  0.0398  -0.0476
Si  -0.0323  0.0165  0.0139
Si  -0.0492  -0.0361  -0.0252
Si  -0.0373  0.0353  0.022
Si  0.042  -0.0548  -0.07
Si  0.173  0.058  -0.0257
Si  0.0432  -0.0777  0.0361
Si  0.0149  -0.0339  -0.0788
Si  0.07  0.0368  0.0215
Si  -0.0158  0.0136  0.0406
Si  0.0153  -0.0746  -0.0523
O  0.0131  0.0519  0.054
O  0.1571  0.0626  0.0536
O  0.0549  0.0477  0.0307
O  -0.1931  0.1868  0.0643
O  0.0988  -0.1888  0.0609
O  0.207  -0.2599  0.2529
O  -0.0449  -0.2015  0.2095
O  0.007  -0.0602  -0.0503
O  -0.0711  0.1068  -0.0124
O  0.1082  -0.0523  0.2856
O  -0.0446  0.1993  -0.3318
O  0.2185  0.0472  -0.0985
O  -0.0845  -0.1152  0.2098
O  0.004  -0.0272  0.2321
O  -0.2907  0.0021  -0.0164
O  0.2887  0.3244  -0.2078
O  0.044  -0.043  -0.1037
O  -0.0929  0.1322  0.0313
O  -0.3034  0.0161  0.0208
O  0.1471  0.1987  0.133
O  -0.1902  -0.0907  -0.2187
O  -0.087  -0.1721  0.0605
O  0.1273  0.0341  -0.0119
O  -0.2371  -0.4158  -0.1886
O  -0.1724  -0.2205  -0.4326
O  0.1919  0.0645  -0.2666
O  0.1633  0.3027  0.0792
O  -0.187  -0.0709  0.1237
O  0.324  -0.0542  -0.3765
O  -0.1874  -0.2127  -0.0076
O  -0.2417  -0.0032  -0.2395
O  -0.0197  0.3186  0.063
O  0.0302  0.0893  -0.1163
O  -0.4465  -0.1138  0.2048
O  -0.1509  -0.1743  0.0961
O  0.2675  -0.0299  0.0779
O  0.2057  -0.2523  -0.21
O  -0.1009  -0.1692  0.2328
O  -0.1136  -0.1995  -0.1267
O  -0.2999  -0.3283  -0.0668
O  0.2652  0.2933  -0.0447
O  -0.0504  0.0241  -0.1286
O  0.1068  -0.1148  -0.06
O  0.0791  0.1346  -0.0301
O  -0.1808  0.0677  0.0389
O  0.0242  -0.0242  -0.0972
O  0.0083  0.2095  0.1746
O  0.442  -0.1396  -0.1088
O  0.2857  0.2245  -0.0101
O  -0.2048  -0.0007  0.0302
O  -0.0408  0.2556  -0.4301
O  0.1592  -0.0413  0.3384
O  -0.0779  -0.0103  -0.0028
O  0.3678  -0.1502  -0.0172
O  -0.0957  0.1983  -0.0187
O  0.0136  0.1098  -0.2294
O  -0.3226  0.2202  0.2108
O  -0.0239  -0.1556  0.3695
O  0.1198  0.0812  0.6081
O  -0.3013  0.2015  0.0782
O  0.0115  -0.0745  -0.193
O  -0.3111  0.1254  0.1787
O  -0.2212  -0.0664  0.1678
O  -0.243  -0.2394  0.0883
O  -0.0668  0.0183  0.4053
O  0.3102  0.2333  0.0361
O  0.4262  0.1168  -0.1484
O  0.0562  0.0938  -0.3315

The program warned: the cutoff lies below the one the program advises for these potential files; the forces do not sum to zero within the program's tolerance; empty levels may hold ghost states of the PAW files; the exchange-correlation potential is rough where the density is thin.
